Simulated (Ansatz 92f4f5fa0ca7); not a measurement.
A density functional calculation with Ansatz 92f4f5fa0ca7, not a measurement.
Periodic cell of 190 atoms, Si104O86, from a study of silicon, its oxide and their interface. The atomic structure is a simulated model.

Settings: functional r2SCAN; potential files Ansatz norm-conserving; basis plane waves; wave-function cutoff 1300 eV; density cutoff ratio 4; exchange-correlation grid ratio 1; k mesh 2 x 2 x 1, shifted by 0.5 0.5 0.5 of a step; self-consistency stop 5e-08 eV per atom in the density residual; occupations Fermi-Dirac, 0.05 eV; spin none; net charge 0.

Cell vectors (angstrom)
a 11.5403 0 0
b 0 11.5403 0
c 5.3405 -2.1866 24.7708

Atoms: element, x, y, z (angstrom)
Si 0.863 -0.0469 -1.3898
Si 0.2525 2.995 -1.6385
Si 2.2951 7.688 -5.3254
Si 3.998 0.0126 -0.7633
Si 3.7154 3.9976 1.3953
Si 7.448 7.6362 2.1275
Si 10.6243 -0.0846 1.3533
Si 10.7151 3.5614 1.3286
Si 9.2549 4.2929 -1.6384
Si 4.2652 0.0156 1.5495
Si 5.6675 4.9095 0.5269
Si 3.3282 7.6042 1.3934
Si 6.7334 0.0395 1.8013
Si 7.2034 3.8307 1.8248
Si 5.6145 7.2386 0.7121
Si 8.582 0.5093 0.352
Si 8.7091 3.0084 0.2849
Si 9.8312 7.6118 1.752
Si 3.4871 1.9952 2.6938
Si 3.2845 5.7529 2.8947
Si 3.3364 9.6116 2.6796
Si 7.027 1.9259 3.1432
Si 7.2188 5.6442 3.2961
Si 7.1116 9.6832 3.1472
Si 11.0258 1.7995 2.7906
Si 10.8103 5.5894 2.7
Si 10.7527 9.5538 2.7656
Si 1.4682 1.896 4.021
Si 1.2517 5.7161 4.0788
Si 1.2928 9.5783 3.9408
Si 5.1141 2.0131 4.4583
Si 5.1757 5.7323 4.4644
Si 5.0995 9.5299 4.2876
Si 9.1147 1.9651 4.275
Si 9.1751 5.4748 4.4937
Si 9.0698 9.6956 4.4023
Si 1.3329 -0.0554 5.33
Si 1.3181 3.796 5.4828
Si 1.3496 7.6863 5.4121
Si 5.1489 -0.0675 5.6099
Si 5.1746 3.8455 5.9333
Si 5.2575 7.7199 5.751
Si 9.08 0.1463 5.6915
Si 9.074 3.6276 5.9896
Si 8.9828 7.5679 5.5073
Si 3.1348 0.0551 6.822
Si 3.099 3.9411 7.0467
Si 3.2551 7.777 6.9174
Si 7.1202 -0.0449 6.9549
Si 7.052 3.6918 7.4591
Si 7.2336 7.6512 7.1202
Si 11.0994 0.0541 6.8841
Si 11.1632 3.5724 7.1795
Si 10.9288 7.5625 6.7409
Si 2.7487 1.9299 8.231
Si 2.9181 5.9566 8.3132
Si 6.6057 1.546 8.6195
Si 7.2119 5.8 8.6128
Si 9.2313 5.7025 9.6608
Si 4.4909 1.2873 9.67
Si 0.1711 0.1247 11.2443
Si 11.0434 5.6707 8.2267
Si 10.5533 9.5625 7.8586
Si 1.0756 6.8499 9.4263
Si 3.6747 8.6568 12.2454
Si 2.9038 9.7155 8.1882
Si 9.2363 -1.3209 12.4455
Si 3.4706 4.8197 12.8426
Si 8.129 9.6441 8.111
Si 0.3674 1.652 8.4852
Si 1.3386 6.7168 11.7034
Si 0.8396 9.2777 9.2639
Si 7.2391 10.6049 17.4192
Si 3.0741 9.5335 15.0156
Si 3.8012 4.9868 15.8401
Si 10.6566 3.269 17.0026
Si 4.3742 2.0348 12.7491
Si 4.9818 6.2219 10.7856
Si 2.2612 9.1033 19.4795
Si 2.9562 7.5282 17.1508
Si 1.6667 2.9499 15.6363
Si 6.1787 6.513 22.0765
Si 9.91 7.211 12.0668
Si 4.6988 4.8336 23.8515
Si 7.7015 2.8479 23.5008
Si 4.319 -1.0413 9.9365
Si 10.918 4.1634 14.4012
Si 2.0657 12.0148 13.7597
Si 6.8469 4.6055 16.6123
Si 7.3731 -0.905 10.0515
Si 9.6914 4.3483 21.4415
Si 8.9271 4.5849 12.4108
Si 7.1144 2.737 14.2202
Si 4.3932 9.8099 17.585
Si 10.8184 -1.5185 19.3806
Si 8.3956 0.0945 15.0075
Si 9.5438 12.1932 17.6715
Si 10.9578 6.8002 22.8772
Si 13.2055 8.7948 22.3262
Si 11.7609 2.3514 22.1703
Si 9.0057 8.019 17.9906
Si 9.6105 5.8419 16.2775
Si 7.0016 4.8555 24.3837
Si 10.9247 10.9343 22.0762
O 2.4497 -0.0557 -1.1282
O 0.136 -0.2739 0.0436
O 0.1417 3.2977 -0.0298
O 10.3737 3.3524 -2.3766
O 3.8184 5.7203 24.8974
O 4.7267 7.656 11.5153
O 4.751 1.944 11.1876
O 9.5825 7.1164 10.4732
O 3.9136 5.8661 9.6284
O -0.0169 1.2829 10.0915
O 5.8746 -1.5553 9.9431
O 8.021 1.4048 14.1507
O 11.0811 3.5041 21.2302
O 0.5138 1.4287 -1.9838
O 11.4136 5.8577 24.1023
O 12.2832 7.4561 22.2116
O 7.3199 6.0001 23.1396
O 2.6542 8.7567 21.0229
O 10.0497 8.0475 23.3768
O 8.2739 6.8375 18.7938
O 2.1314 5.3679 12.1253
O 8.6661 -0.4526 -1.0422
O 10.0285 5.6567 -1.1556
O 9.7604 7.3862 16.702
O 10.108 5.871 21.8546
O 3.649 5.4972 14.3085
O 2.3357 8.3327 15.856
O 1.0914 0.6693 12.4747
O 3.289 3.2246 12.9476
O 2.1796 8.0053 12.2457
O 9.8583 -2.8037 12.5071
O 10.2555 -0.2209 11.854
O 7.4728 0.7451 9.8762
O 9.8878 2.2114 17.9516
O 7.922 -1.322 11.5132
O 6.413 6.1587 10.0535
O 4.8074 5.1131 11.9629
O 5.6455 2.3547 13.685
O 9.5983 0.376 16.0677
O 4.4546 8.1703 17.4086
O 8.9653 4.4745 10.7846
O 0.789 10.3019 10.5966
O 7.1297 11.0488 15.8536
O 12.275 3.0005 16.9919
O 5.3528 5.0952 16.2546
O 3.6693 10.0262 11.3822
O 8.0688 11.7625 18.2235
O 1.6823 1.4639 14.998
O 11.2916 2.4122 23.7112
O 11.2692 12.4443 21.6513
O 1.9519 10.4989 14.3393
O 8.8611 6.1832 12.7832
O 7.0445 3.1977 15.7926
O 3.3354 10.1128 18.786
O 7.9708 9.1652 17.5346
O 4.0283 8.9577 13.815
O 5.7702 10.4834 18.0505
O 10.1179 -1.2348 20.8162
O 10.509 5.6458 14.9419
O 6.9616 4.5973 18.2472
O 10.1963 3.0988 15.4266
O 8.8721 3.4443 22.5124
O 7.7195 3.8501 13.1986
O 10.3483 3.9349 12.9121
O 2.1098 7.7798 18.5234
O 8.76 4.5427 20.126
O 3.1645 3.4891 15.9799
O 11.4166 6.6876 12.4083
O 1.2396 8.2547 -4.2166
O 5.9263 8.1249 22.2763
O 9.9955 10.7496 23.399
O 10.6481 11.261 18.3663
O 8.0153 5.5809 16.0405
O 10.1816 8.6393 18.8852
O 8.8818 -1.0295 13.983
O 4.8053 5.7045 22.4544
O 1.4098 4.0281 -2.1666
O 3.6135 0.7181 13.3139
O 12.3106 10.1502 22.3334
O 3.9344 10.3912 16.1232
O 2.9154 4.052 -0.0694
O 2.9667 5.954 16.8387
O 10.209 4.792 17.4102
O 8.0441 4.6628 -2.6746
O 0.9805 3.9573 14.531
O 12.4003 -1.6671 19.5307

Results
free energy: -52152.413 eV
free energy less fixed offsets of O -463.61, Si -117.95 eV per atom: -15.153 eV
pressure: -1.29 GPa
stress xx, yy, zz, yz, xz, xy (GPa, positive in tension): 0.36, 1.88, 1.64, 0.05, -0.11, 0.61

Forces (eV/angstrom), in the order of the atoms: element, x, y, z
Si 0.3195 0.0689 -0.2571
Si -0.0782 0.0769 -0.0364
Si 0.1183 -0.1158 -0.1488
Si 0.1245 0.032 0.1489
Si -0.1171 0.1952 -0.6824
Si 0.0248 -0.0725 0.1003
Si 0.694 -0.1358 -0.3473
Si 0.1122 -0.445 -0.6689
Si -0.1553 -0.0825 -0.2079
Si 0.0891 0.1206 0.1258
Si 0.1342 -0.7705 -0.369
Si 0.08 -0.018 0.2521
Si -0.2217 -0.1609 -0.0137
Si -0.1798 0.1694 -0.1892
Si 0.277 0.3941 -0.7899
Si -0.3653 -0.2881 -0.9056
Si 0.0611 0.1497 -0.0735
Si 0.0685 0.2187 -0.472
Si 0.1006 -0.1841 0.1252
Si -0.03 0.0044 0.34
Si 0.0515 -0.025 -0.0671
Si 0.1179 0.2541 0.2321
Si 0.1006 -0.2363 0.2575
Si 0.0289 0.1527 -0.0421
Si -0.1302 0.0999 0.1623
Si -0.1781 0.0214 0.0347
Si -0.0233 0.0085 0.1291
Si 0.0249 -0.0268 0.0021
Si 0.0034 0.1617 0.0617
Si 0.0864 0.0142 0.112
Si 0.1304 -0.2158 -0.0584
Si 0.0514 -0.1527 -0.0301
Si 0.0845 0.0762 0.046
Si -0.169 -0.2127 -0.1854
Si -0.1664 0.1837 -0.0427
Si -0.167 0.0899 0.2612
Si 0.1276 0.2009 -0.0584
Si 0.0538 -0.1382 0.0093
Si 0.0022 -0.1457 -0.0081
Si -0.1727 0.0284 0.0928
Si -0.1218 0.0202 0.0242
Si 0.0406 0.0353 -0.0048
Si 0.1291 0.1369 -0.1615
Si 0.1312 0.1846 0.1832
Si 0.3522 0.023 0.1872
Si 0.0774 -0.1745 -0.0959
Si -0.1289 -0.1307 -0.0193
Si -0.0863 -0.0204 -0.4118
Si -0.0782 -0.1116 -0.4873
Si -0.0333 -0.0797 -0.2595
Si -0.0336 0.1306 -0.1777
Si 0.0226 0.0125 -0.1289
Si -0.0136 0.149 -0.1113
Si -0.0145 -0.0395 -0.1039
Si -0.1525 0.0269 -0.0802
Si 0.1519 0.2715 0.7454
Si 0.5937 -0.4561 0.2224
Si -0.1273 0.3254 0.5042
Si 0.0945 -0.0789 0.2472
Si -0.2683 0.4821 0.6854
Si 0.0507 -0.0246 -0.0227
Si -0.1837 0.1937 -0.0679
Si -0.1735 -0.0725 0.2378
Si 0.0131 0.0897 0.119
Si -0.1843 -0.0014 0.3435
Si 0.155 0.0798 0.1256
Si 0.1274 -0.0594 0.3461
Si -0.3825 0.0648 0.2283
Si 0.2211 -0.125 0.0486
Si -0.0688 -0.2292 0.6953
Si -0.0449 -0.2978 0.2562
Si -0.1718 0.4398 0.5997
Si -0.1447 -0.0063 0.024
Si -0.2176 0.1625 0.0326
Si -0.0411 -0.0395 0.101
Si 0.007 -0.1366 0.2029
Si -0.2517 -0.0069 0.5758
Si -0.2202 -0.0551 0.018
Si -0.0564 0.0775 -0.065
Si -0.2776 -0.2342 -0.0776
Si 0.0836 -0.0697 -0.0515
Si 0.0143 0.1622 -0.3929
Si 0.2717 -0.1018 0.3438
Si -1.2077 0.4287 -0.1425
Si 0.8912 -0.9077 -0.1601
Si -0.3761 -0.6781 0.4429
Si 0.1453 0.0314 -0.3399
Si -0.0057 -0.0653 0.2705
Si -0.0499 -0.0107 0.0636
Si 0.1723 -0.2572 0.0257
Si 0.1323 0.1112 -0.3383
Si 0.0502 -0.0533 0.2744
Si 0.0894 -0.1391 0.0552
Si 0.0239 0.2723 0.0659
Si -0.0088 -0.0074 -0.1217
Si 0.0826 -0.0725 -0.0782
Si 0.1748 0.018 0.0235
Si -0.2304 0.072 -0.1564
Si -0.062 0.0618 -0.3442
Si -0.2026 0.1187 -0.0991
Si 0.2412 0.0175 -0.1061
Si 0.0202 0.2476 -0.0414
Si 0.4248 0.8032 -0.5438
Si -0.1334 -0.0541 -0.1131
O -0.2712 0.0016 -0.0685
O -0.5175 0.0557 0.4716
O 0.2971 0.0793 0.2238
O 0.1507 0.245 0.3
O 0.165 -0.3252 0.2309
O -0.0615 -0.1926 -0.1149
O -0.0078 -0.3177 -0.5197
O -0.1874 -0.3932 -0.0919
O 0.4072 0.0215 -0.1699
O 0.2543 -0.0425 -0.6476
O -0.1992 0.4826 0.0944
O -0.0809 0.0057 0.1503
O -0.1017 -0.1025 0.3189
O -0.0549 0.1042 0.3007
O -0.3062 -0.2243 0.2271
O 0.0105 0.1179 0.1192
O -0.2739 -0.3179 0.3993
O -0.2818 0.0847 0.1292
O 0.0503 -0.0108 0.0536
O -0.0578 -0.103 0.0064
O 0.3129 0.1606 0.1363
O 0.1329 0.4936 0.5195
O 0.259 0.1307 -0.1123
O -0.2229 -0.2285 0.1679
O 0.1259 -0.0465 0.2702
O 0.0414 -0.2416 -0.1625
O 0.4201 0.0644 0.1064
O -0.0168 -0.1286 -0.211
O 0.2399 0.0167 -0.0439
O 0.1991 -0.0616 -0.2001
O -0.1194 0.0872 -0.1527
O 0.027 -0.1225 -0.0289
O -0.4566 0.15 -0.2021
O 0.0533 -0.0419 -0.2381
O -0.0999 0.2027 -0.074
O -0.0481 -0.1341 -0.3032
O -0.0198 0.1536 -0.2201
O -0.0874 0.0432 -0.1805
O -0.3393 0.0264 0.1517
O -0.3215 0.2305 -0.0266
O 0.1232 0.4796 -0.1867
O 0.0467 -0.1738 -0.1982
O 0.2959 0.09 0.2334
O -0.1893 0.082 -0.2788
O -0.0166 -0.1173 -0.0719
O 0.2339 0.1639 -0.2036
O 0.1375 -0.1858 -0.327
O 0.0901 0.1133 -0.1724
O -0.0366 0.142 -0.1878
O 0.0102 0.0381 0.1585
O 0.2842 0.0539 -0.0502
O 0.2181 -0.0744 -0.2949
O -0.0056 0.2084 -0.1233
O 0.0208 -0.3928 -0.1455
O 0.0214 0.1475 0.0476
O -0.2242 -0.001 -0.2333
O 0.0473 -0.1357 -0.1903
O 0.3816 0.0681 0.0832
O -0.1671 -0.3504 0.1624
O 0.1417 0.1962 -0.0785
O 0.2663 0.3324 0.1594
O -0.2887 -0.0788 0.2663
O 0.1403 0.0036 -0.0439
O -0.2624 0.1997 0.1966
O 0.3002 0.2917 -0.0384
O -0.0367 0.1005 0.2378
O -0.1472 0.1959 -0.0784
O -0.1155 0.1519 -0.2871
O 0.0231 0.0362 0.4195
O 0.0363 -0.2234 0.2547
O 0.025 -0.2659 -0.0963
O -0.2238 -0.0634 0.0819
O 0.1426 -0.1462 0.1002
O -0.1159 0.2001 -0.0217
O -0.0144 0.1196 -0.3121
O 0.2518 -0.3469 0.4495
O -0.0761 0.0642 0.2612
O -0.0365 0.162 -0.1743
O -0.0061 -0.1699 0.0157
O -0.0462 -0.3865 0.0809
O -0.4097 0.1207 0.0268
O 0.1982 0.1317 -0.1224
O -0.039 -0.1355 -0.3566
O 0.09 -0.0545 0.3163
O -0.1957 -0.1453 0.1931
O -0.0241 -0.1186 0.0751
